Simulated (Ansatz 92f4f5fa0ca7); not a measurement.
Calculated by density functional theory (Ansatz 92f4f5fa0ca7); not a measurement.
Periodic cell of 258 atoms, Si166O92, from a study of silicon, its oxide and their interface. The atomic structure is a simulated model.
Doubt: the cutoff is far below the 930 eV that the study's wrapper takes by default for these files, so forces and energies are approximate.
This geometry differs little from another in the collection (a relaxation step or a small displacement).

Settings: functional PBE; potential files Ansatz PAW; basis plane waves; wave-function cutoff 580 eV; density cutoff ratio 5; exchange-correlation grid ratio 1; k mesh 1 x 1 x 1, Gamma-centred; self-consistency stop 5e-08 eV per atom in the density residual; occupations fixed; spin none; net charge 0.

Cell vectors (angstrom)
a, 10.938, 0, 0
b, 0, 10.938, 0
c, 0, 0, 37.4567

Atoms and the computed forces on them: element, x, y, z (angstrom), force x, y, z (eV/angstrom)
Si, 0, 0, 0.683, 0.0561, 0.0039, -0.0284
Si, 5.469, 0, 0.683, 0.0195, -0.0166, 0.012
Si, 2.7345, 2.7345, 0.683, 0.021, 0.0306, 0.0176
Si, 8.2035, 2.7345, 0.683, 0.0486, 0.0327, -0.0044
Si, 0, 5.469, 0.683, 0.0155, -0.0262, -0.0005
Si, 5.469, 5.469, 0.683, 0.0224, -0.0088, -0.0192
Si, 2.7345, 8.2035, 0.683, -0.0002, 0.0144, -0.0084
Si, 8.2035, 8.2035, 0.683, -0.0273, 0.0276, 0.024
Si, 1.3673, 1.3673, 2.0503, -0.119, 0.0158, -0.0365
Si, 6.8362, 1.3673, 2.0503, 0.0066, -0.025, 0.0961
Si, 4.1018, 4.1018, 2.0503, -0.0695, 0.1117, -0.0124
Si, 9.5708, 4.1018, 2.0503, -0.0365, -0.1295, 0.049
Si, 1.3673, 6.8362, 2.0503, 0.0011, 0.0829, -0.0044
Si, 6.8362, 6.8362, 2.0503, -0.0408, -0.179, -0.0326
Si, 4.1018, 9.5708, 2.0503, -0.0171, 0.0052, 0.1469
Si, 9.5708, 9.5708, 2.0503, 0.1947, -0.1604, -0.1019
Si, 2.7345, 0, 35.4052, -0.0013, -0.0384, -0.171
Si, 8.2035, 0, 35.4052, 0.2322, 0.1165, -0.0755
Si, 0, 2.7345, 35.4052, -0.0457, -0.153, -0.1342
Si, 5.469, 2.7345, 35.4052, 0.1894, -0.1318, -0.0318
Si, 2.7345, 5.469, 35.4052, 0.0327, 0.2157, 0.2355
Si, 8.2035, 5.469, 35.4052, -0.1347, 0.0638, -0.1866
Si, 0, 8.2035, 35.4052, -0.0511, 0.2311, 0.0266
Si, 5.469, 8.2035, 35.4052, -0.0359, -0.034, 0.0248
Si, 4.1018, 1.3673, 36.7725, -0.0012, 0.0091, -0.0122
Si, 9.5708, 1.3673, 36.7725, -0.0886, -0.0176, 0.0307
Si, 1.3673, 4.1018, 36.7725, 0.0468, -0.0163, -0.0406
Si, 6.8362, 4.1018, 36.7725, -0.0744, 0.0096, -0.0009
Si, 4.1018, 6.8362, 36.7725, -0.0058, -0.0106, 0.0427
Si, 9.5708, 6.8362, 36.7725, -0.0676, 0.0223, -0.0196
Si, 1.3673, 9.5708, 36.7725, 0.0145, 0.0028, 0.0186
Si, 6.8362, 9.5708, 36.7725, 0.0182, -0.0562, -0.0423
Si, 2.5887, -5.4947, 29.9161, 0.0012, -0.0067, -0.0147
Si, 7.4143, -3.8877, 24.385, -0.0013, 0.0191, -0.0004
Si, -1.2459, 4.4899, 28.6116, 0.0078, 0.0015, 0.0018
Si, 4.7325, -1.6836, 28.3942, 0.0322, 0.0437, -0.0242
Si, 3.8685, 6.1174, 25.2229, -0.016, -0.0085, 0.0108
Si, 9.9402, 10.6064, 19.6846, -0.0004, -0.0026, 0.0112
Si, 3.3583, 11.4453, 46.0796, 0.0124, 0.0275, -0.1815
Si, 6.3009, 8.9998, 14.5952, 0.0056, -0.0007, 0.0111
Si, -0.0064, -2.8304, 29.7876, 0.007, 0.0077, 0.0021
Si, 8.0846, 1.67, 20.9161, -0.0027, -0.0029, 0.0045
Si, 3.9677, 6.7725, 31.3599, -0.0087, -0.0038, 0.0097
Si, 12.4181, 9.5183, 31.0898, -0.0104, -0.0069, -0.0013
Si, 0.5314, 8.1987, 21.2435, 0.0012, 0.0048, -0.0028
Si, 11.6726, 9.9997, 25.9313, -0.0024, -0.0116, 0.003
Si, 6.8828, 9.6404, 31.1727, 0.0221, 0.0337, 0.0018
Si, 14.8112, 14.798, 28.7506, 0.0087, 0.005, 0.0021
Si, 0.0228, 2.9508, 29.8179, 0.0031, -0.0126, 0.001
Si, 12.9713, 1.785, 25.409, 0.0064, 0.0097, 0.0024
Si, -5.087, 2.3361, 19.0949, 0.0074, -0.0061, 0.0034
Si, 4.1278, 1.456, 31.4578, -0.0146, -0.0039, 0.0005
Si, 1.847, 2.4808, 28.303, 0.0001, 0.0032, -0.0094
Si, 6.7502, 6.6077, 28.7973, 0.0324, 0.0087, 0.0239
Si, -2.6587, 5.5145, 30.1228, 0.0024, 0.0059, -0.001
Si, 7.3962, 8.9812, 19.2249, -0.0091, 0.0056, 0.0048
Si, 8.2373, 0.124, 29.6113, -0.0174, -0.0134, -0.0091
Si, 12.2512, 4.1475, 31.385, -0.002, 0.0041, 0.0022
Si, 2.9425, 0.1522, 29.9302, 0.0042, 0.0417, -0.002
Si, 6.8563, 4.1112, 31.3491, -0.0078, -0.0115, 0.0253
Si, 6.8916, 11.5329, 23.4901, 0.004, -0.0021, -0.0118
Si, 14.5628, 7.9257, 20.9818, 0.004, 0.0097, -0.0027
Si, 0.6369, 6.103, 28.5548, -0.0068, -0.0043, 0.0382
Si, 5.4907, 7.9986, 30.1372, 0, -0.0189, 0.0311
Si, 0.049, -0.0201, 32.4937, -0.0036, 0.0034, -0.0056
Si, 5.5064, -0.0117, 32.6595, 0.011, -0.0107, 0.0064
Si, 2.6979, 2.788, 32.7443, 0.0016, -0.0014, 0.0039
Si, 8.2674, 2.7048, 32.618, -0.0021, 0.0004, -0.0088
Si, -0.0147, 5.5351, 32.7305, 0.0095, -0.006, 0.0067
Si, 5.4387, 5.4569, 32.6877, 0.0047, -0.0006, -0.0056
Si, 2.7116, 8.237, 32.6746, 0.0042, -0.0005, 0.0017
Si, 8.1907, 8.3157, 32.6674, 0.0005, -0.005, 0.003
Si, 1.3451, 1.3359, 34.0084, 0.0004, 0.003, 0.0007
Si, 6.8678, 1.3686, 34.0192, 0.0002, -0.0075, -0.0063
Si, 4.1023, 4.1111, 34.0795, -0.0024, -0.0001, -0.002
Si, 9.5698, 4.1024, 34.0357, -0.0005, 0.0023, 0.0006
Si, 1.3781, 6.8649, 34.0646, 0.0009, 0.0018, 0.0027
Si, 6.8339, 6.8682, 34.0133, -0.0029, 0.0024, -0.0009
Si, 4.1219, 9.576, 34.0308, -0.0014, 0, 0.0075
Si, 9.615, 9.622, 34.0052, -0.0026, -0.0004, -0.0038
Si, 2.7081, -0.0008, 3.4178, 0.0052, -0.001, 0.0007
Si, 8.2335, -0.0122, 3.4032, 0.0065, 0.003, -0.0023
Si, -0.0069, 2.7215, 3.435, -0.0003, 0.0033, -0.0001
Si, 5.4527, 2.735, 3.4091, -0.0048, -0.0038, 0.003
Si, 2.7181, 5.4725, 3.4215, -0.0002, 0.0013, -0.0002
Si, 8.206, 5.4591, 3.4156, -0.0025, 0.0003, 0.0025
Si, -0.0096, 8.183, 3.4378, -0.0008, -0.0015, 0.0013
Si, 5.4521, 8.1668, 3.4168, 0.0023, -0.0019, 0.0003
Si, 4.0464, 1.4003, 4.7627, -0.0007, 0, 0.0054
Si, 9.6062, 1.3064, 4.8227, 0.0041, 0.0019, 0.0061
Si, 1.3344, 4.1301, 4.7935, 0.0009, -0.0032, 0.0024
Si, 6.8335, 4.0906, 4.7691, 0.0033, 0.005, 0.0024
Si, 4.0572, 6.8334, 4.8232, -0.0073, 0.0039, 0.003
Si, 9.5969, 6.7683, 4.815, -0.0046, 0.0032, 0.0053
Si, 1.3496, 9.5667, 4.8095, -0.0042, 0.0011, 0.0005
Si, 6.9187, 9.4817, 4.7099, 0.0005, -0.007, 0.0034
Si, 0.0356, -0.0413, 6.2747, -0.0019, 0.0009, 0.0068
Si, 5.4964, -0.0612, 5.8973, -0.0168, 0.0048, 0.0019
Si, 1.1993, 7.663, 13.4435, 0.0012, -0.0193, 0.0304
Si, 8.1945, 2.6803, 6.1078, -0.0071, -0.0013, 0.0063
Si, -0.0146, 5.4225, 6.2682, -0.0033, -0.0055, 0.0117
Si, 9.5108, 3.9554, 7.5739, 0.0037, 0.0001, 0.01
Si, 5.1778, 13.2357, 8.6928, -0.0055, 0.0138, 0.0114
Si, 8.2607, 8.1264, 6.1739, -0.0038, 0.0037, 0.0044
Si, 2.6925, 2.8228, 6.1754, 0.0105, 0.0034, 0.0024
Si, 4.2074, -1.3196, 7.3652, -0.0081, 0.0426, 0.0419
Si, 5.4624, 5.4588, 6.1429, 0.0042, -0.0041, 0.0047
Si, 15.0464, 7.4436, 10.3834, -0.0135, -0.0049, -0.014
Si, 2.7879, 9.5126, 11.1019, 0.0234, -0.0004, 0.0216
Si, 11.6518, 4.0838, 10.5637, -0.0176, 0.0049, 0.0048
Si, 2.9183, 5.7463, 8.9578, 0.0069, -0.022, 0.0224
Si, 9.5788, 9.4649, 7.6403, 0.0018, 0.004, 0.0046
Si, -2.1146, -0.2176, 14.803, -0.0031, -0.0021, 0.0029
Si, 7.8643, -0.284, 8.7231, -0.0204, -0.0213, -0.0072
Si, 0.5962, -2.2054, 11.3533, -0.0109, 0.0028, -0.0082
Si, 9.1602, 0.9434, 10.2414, 0.0125, 0.0063, -0.0339
Si, 3.3573, 9.7805, 13.9379, -0.0017, 0.0008, 0.0339
Si, 12.2481, 6.8727, 7.6605, -0.0087, 0.0064, -0.0036
Si, -0.1057, 6.0843, 20.4175, 0.0058, 0.011, 0.0059
Si, 10.4567, 7.7846, 24.2677, 0.0119, -0.0014, 0.0195
Si, 4.8842, 5.6472, 11.8453, -0.0041, -0.0106, 0.0092
Si, 8.1963, 2.5016, 11.7417, -0.0019, 0.0118, 0.0612
Si, 5.9059, 4.4374, 24.4408, 0.0071, -0.0084, -0.0159
Si, 4.1255, 4.1381, 7.5684, -0.0096, 0.0138, 0.0042
Si, 6.835, 6.7871, 7.5246, -0.0038, 0.0021, -0.0017
Si, 9.7544, 9.6252, 28.3782, 0.0098, -0.0076, -0.0006
Si, 4.7545, 13.2831, 16.3366, 0.0004, 0.0015, 0.0105
Si, 2.6815, 8.2181, 6.212, 0.0071, -0.0063, 0.0062
O, -25.7371, -5.4114, 24.8673, 0.0039, -0.0106, 0.0042
O, -6.2303, 19.6478, 21.9283, -0.0014, -0.0012, 0.003
O, 10.8533, -21.3273, 18.6506, 0.0044, 0.0029, -0.0035
O, -21.444, 11.7915, 12.3937, -0.0034, -0.0164, -0.0119
O, -1.0615, 29.615, 16.9876, 0.0043, -0.0036, -0.005
O, 35.1432, 15.2061, 15.2188, -0.0024, 0.0004, -0.0005
O, 2.6189, -31.513, 21.6947, -0.0027, 0.0034, 0.0046
O, 5.5434, 22.8388, 24.3322, -0.0077, 0.0092, 0.0121
O, -26.5037, 49.6451, 12.6272, -0.0172, -0.0098, -0.0092
O, 19.5549, -3.977, 11.6664, 0.0035, -0.0115, -0.0115
O, 3.878, 21.5594, 19.8942, -0.0033, -0.0003, 0.0081
O, 56.0011, -5.5722, 20.021, -0.0114, -0.0002, -0.0004
O, -8.0477, 21.6596, 10.0145, -0.0285, -0.0511, 0.0928
O, -19.567, 12.604, 19.0982, -0.0122, -0.0057, -0.0137
O, 13.411, 5.3875, 25.7088, -0.0117, 0.016, 0.0161
O, 2.7819, 3.9062, 21.6979, -0.0012, 0.0019, 0.0011
O, 11.1319, 8.0872, 22.8321, 0.0135, 0.0046, 0.002
O, 17.765, -1.0222, 23.2541, 0.0031, 0.0021, 0.0031
O, -4.0512, 14.3588, 23.6195, -0.0051, 0.0033, 0.0134
O, 21.119, -16.6462, 21.6836, 0.001, 0.0054, -0.0037
O, -2.5337, -16.2956, 16.8781, -0.0028, -0.0077, -0.0069
O, 24.0122, 19.4588, 21.2125, -0.0274, -0.0001, 0.0007
O, -1.0639, 27.9252, 19.0836, 0.0003, -0.0081, 0.0022
O, 23.2862, 13.5428, 26.6953, -0.0122, 0.0082, 0.0069
Si, 18.1449, 30.1544, 27.1901, -0.0138, 0.0172, -0.0188
Si, 31.8341, 3.6939, 22.208, -0.0041, -0.0129, -0.0061
Si, 18.2614, 24.2116, 14.5868, -0.0047, -0.0035, 0.0129
Si, 1.4016, -9.5164, 7.5981, 0.037, -0.0091, 0.0264
Si, -3.0167, 16.0927, 8.8667, 0.0055, -0.0092, 0.0029
Si, 16.3918, 17.3138, 15.9456, -0.0121, 0.0084, 0.0167
Si, -3.3749, 5.3954, 15.4707, 0.0005, 0.0147, 0.0128
Si, 32.6207, -13.158, 16.0475, 0.0004, 0.01, 0.0017
Si, 12.2801, 6.4581, 26.35, 0.022, -0.0137, -0.0399
Si, 9.3618, 17.2348, 10.3241, 0.001, 0.0044, -0.0026
Si, -5.8459, 12.6592, 25.7006, 0.0005, -0.0148, 0.0059
Si, 16.601, -5.9757, 27.5682, -0.0447, -0.019, -0.0199
Si, -0.2199, -8.4544, 9.0354, -0.0069, 0.0037, -0.0137
Si, 13.8916, 16.3412, 14.2331, 0.0053, 0.0062, 0.0193
Si, 18.507, -14.9903, 12.9191, 0.0187, 0.0194, 0.0009
Si, -4.1756, 12.1973, 7.319, 0.0102, -0.0024, 0.0014
Si, 13.1866, 10.2663, 16.7089, 0.0149, -0.011, 0.0119
Si, -15.5603, 19.6752, 22.2314, -0.0062, 0.013, -0.0037
Si, 8.9819, -4.2145, 17.8888, -0.0071, 0.0078, 0.0091
Si, 9.6286, 1.3973, 31.0943, 0.0121, 0.0058, 0.0077
Si, 1.9659, -19.2206, 22.3677, 0.0028, -0.0054, -0.0051
Si, 5.491, -19.1511, 30.0189, 0.0012, 0.0052, -0.0184
Si, 10.2573, -0.2856, 11.9469, -0.0007, 0.0217, 0.0497
Si, -8.1171, 15.9969, 20.5426, 0.0031, -0.0019, 0.0016
Si, -13.6553, 2.9237, 24.5609, 0.0105, -0.0181, -0.0198
Si, -7.5643, 12.1237, 20.2409, -0.0042, -0.0037, -0.0031
Si, 10.6978, -2.987, 9.187, -0.006, -0.0128, -0.0042
Si, 12.2233, 1.1205, 17.9308, 0.0077, 0.0066, 0.0318
Si, -4.0293, -9.1747, 28.3061, -0.0112, -0.0065, 0.0036
Si, 24.4201, -2.5214, 26.1701, 0.0081, 0.0145, 0.0097
Si, 5.6654, 19.3463, 8.8171, 0.0147, 0.0235, -0.0172
Si, -6.0895, -6.1884, 18.1425, -0.0035, 0.0082, 0.0006
Si, 11.1625, 13.3384, 12.8772, -0.0099, -0.0148, 0.0046
Si, 23.7208, 13.7018, 15.5711, -0.0038, 0.0025, 0.012
Si, 6.5755, 14.5653, 10.1904, -0.0092, -0.0181, -0.042
Si, -1.34, 6.9552, 31.3872, -0.0065, 0.0027, -0.005
Si, -3.0293, 3.6134, 27.0846, -0.0106, -0.0027, -0.0039
Si, 26.3115, 9.5632, 18.7734, 0.0016, 0.0039, 0.0018
O, -0.0027, -11.5924, 27.3943, -0.0094, -0.0013, 0.0189
O, -4.8861, -1.2927, 18.5739, 0.0025, -0.0037, 0
O, 46.4426, 8.2973, 13.7865, 0.0025, -0.0011, 0.0007
O, 8.6777, 9.9405, 18.8917, 0.0034, -0.0001, 0.0006
O, 58.219, -9.6042, 25.8978, 0.0136, -0.0066, 0.0022
O, 6.7826, -23.27, 9.4039, 0.0074, 0.0083, -0.0181
O, 41.0959, 6.3055, 14.2753, 0.0083, 0.0034, -0.0098
O, 46.2254, -22.298, 15.0912, 0.0052, -0.0044, -0.0097
O, 10.5383, -1.7273, 25.0517, -0.0017, -0.0009, -0.0101
O, -21.0988, 13.3069, 14.4054, -0.0094, 0.0027, -0.0059
O, 25.9274, 29.9878, 19.4119, -0.0037, -0.0038, 0.0012
O, 25.5683, 9.8026, 17.3476, -0.0126, 0.0025, -0.0047
O, 37.438, -28.8853, 16.7273, -0.0024, -0.0073, -0.0057
O, 21.4542, 16.1797, 10.8739, 0.0069, -0.0067, -0.0065
O, 14.217, 12.8723, 15.7646, -0.002, -0.0008, -0.0059
O, 16.1968, 4.4534, 10.7932, 0.0037, 0.0223, 0.0154
O, 27.064, 17.1674, 17.5799, 0.0004, -0.0013, -0.0068
O, -10.7331, 6.5921, 25.1525, -0.0135, 0, -0.0068
O, -37.1473, 7.3371, 23.0088, -0.0022, -0.0153, 0.0095
O, 4.7155, -19.7546, 20.2512, -0.0002, 0.0024, 0.0028
O, 9.995, 21.0937, 15.7876, -0.0035, 0.0006, -0.0043
O, 19.4749, 12.3011, 15.1048, 0.0042, -0.0013, -0.0027
O, -2.1899, 19.7311, 27.3674, -0.0032, -0.0047, 0.0113
O, 27.8216, 34.079, 27.0095, 0.0059, -0.0049, 0.0103
O, -25.8249, -13.8477, 25.5969, -0.0025, -0.0001, 0.0028
O, -0.1473, 31.3275, 20.4464, 0.0016, -0.0075, 0.0131
O, 61.5954, 19.2896, 13.2108, -0.0033, -0.0066, -0.0041
O, 42.3472, 14.5223, 23.8059, -0.0129, -0.0031, 0.02
O, 1.023, 24.3193, 16.9633, -0.0024, 0.0022, -0.0061
O, 15.5366, -5.6161, 23.9619, -0.0014, 0.0023, 0.0043
O, 7.1731, 30.7008, 20.8424, 0.0028, -0.0032, 0.0018
O, 49.7304, 18.8547, 15.7559, -0.0005, -0.0037, -0.0003
O, -7.6633, 32.2621, 12.4337, -0.0116, -0.0162, -0.037
O, 1.0938, -10.4667, 25.1818, -0.0027, 0.0117, -0.0059
O, -14.1398, 7.5255, 18.5798, 0.0005, -0.0071, -0.001
O, 12.1408, 8.9978, 16.8461, -0.0013, -0.0042, -0.0007
O, 41.5557, 24.9801, 21.2975, 0.0045, 0.0064, 0.0009
O, 12.521, 17.0273, 13.6354, -0.0047, -0.0006, -0.005
O, 12.0966, 36.2043, 11.9832, 0.0116, 0.0065, -0.0009
O, 7.3023, 1.7326, 19.4855, -0.0025, 0.0028, 0.0009
O, -7.1102, 4.9703, 12.9125, 0.0052, 0.0004, -0.0083
O, -18.3281, -14.1445, 24.9627, 0.0018, 0.0067, 0.0143
O, 5.8488, 34.8148, 15.1976, 0.0024, -0.0007, -0.0079
O, 64.2871, 13.8425, 12.6234, -0.0141, -0.0061, -0.0005
O, 15.2506, -11.2033, 29.0869, -0.0165, -0.0255, -0.0022
O, 7.141, 34.9476, 12.9663, 0.0114, 0.0048, -0.0187
O, 3.5755, 6.3185, 21.2571, -0.0013, -0.0034, 0.0049
O, 44.1346, 13.7495, 22.0107, -0.0049, 0.0005, 0.0005
O, -23.4933, -32.1937, 20.8489, 0.0075, -0.0049, -0.0022
O, 26.8262, -26.8191, 26.4496, 0.006, -0.0075, 0.01
O, 13.0269, 4.776, 10.0314, 0.0023, 0.0209, -0.0245
O, -7.3487, 4.6843, 19.1544, -0.0002, 0.0001, 0.0011
O, 16.161, 25.2458, 25.5267, 0.0011, 0.0092, 0.0027
O, 19.9016, 7.251, 24.0237, 0.0062, -0.0035, -0.0176
O, 2.1291, 2.6073, 23.9995, -0.001, 0.0023, 0.0094
O, 17.8883, 1.1965, 21.9788, -0.0055, 0.0006, 0.0088
O, 38.8908, 25.8256, 18.8769, -0.0063, 0.0031, -0.0024
O, 18.3649, 20.9275, 15.1822, -0.0059, -0.0036, 0.0003
O, 29.595, -18.0372, 15.0293, 0.0058, -0.0076, -0.0033
O, 19.1025, 23.1334, 24.3377, 0.0025, 0.0257, 0.009
O, 23.9427, -20.9799, 28.7405, 0.0058, -0.0114, 0.0165
O, 15.868, 9.802, 14.3056, -0.0087, 0.0035, -0.0022
O, 27.1317, 1.6208, 17.7276, -0.0024, 0.003, -0.0029
O, -4.8286, 9.4769, 27.5104, -0.0134, -0.0179, 0.0074
O, 47.7706, 28.1303, 15.1475, -0.0109, 0.0013, -0.0059
O, 14.4162, 19.7339, 27.4611, 0.0011, -0.0002, -0.0106
O, 9.2207, -0.4882, 13.2333, 0.0109, -0.0049, -0.023
O, 21.9622, -2.8792, 14.5779, 0.002, 0.0004, -0.0142

Results
free energy: -157841.272 eV
free energy less fixed offsets of O -568.88, Si -635.61 eV per atom: 6.948 eV

The program warned: the cutoff lies below the one the program advises for these potential files; the exchange-correlation potential is rough where the density is thin.
